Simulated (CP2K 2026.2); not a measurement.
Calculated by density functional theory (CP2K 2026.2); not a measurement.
Periodic cell of 534 atoms, Si358O176, from a study of silicon, its oxide and their interface. The atomic structure is a simulated model.
Doubt: the forces sum to 2.05 eV/angstrom along one axis rather than to zero, so they err by at least 0.0038 eV/angstrom per atom on average; the grid cutoff is modest.

Settings
functional: PBE
method: Gaussian and plane waves
basis set: DZVP-MOLOPT-SR-GTH
pseudopotentials: GTH-PBE
grid cutoff: 350 Ry, relative cutoff 50 Ry
k points: Gamma only
occupations: fixed
spin: none
net charge: 0

Cell vectors (angstrom)
a 16.4025 0 0
b 0 16.4025 0
c 0 0 35.6727

Atoms and the computed forces on them: element, x, y, z (angstrom), force x, y, z (eV/angstrom)
Si 15.583 15.775 35.13 -0.109 -0.18 1.002
Si 2.483 2.879 35.325 0.275 0.324 -0.149
Si 15.622 5.79 35.52 -0.391 -0.261 0.384
Si 2.942 8.266 35.629 0.322 0.31 -0.088
Si 15.997 11.502 35.313 0.189 0.15 0.25
Si 2.977 13.405 0.181 -0.041 -0.114 0
Si 5.238 0.016 35.416 0.323 -0.38 0.253
Si 7.694 3.296 0.258 0.046 -0.496 -0.011
Si 5.942 4.934 0.044 -0.398 -0.077 -0.313
Si 8.267 8.699 35.175 -0.411 -0.196 -0.205
Si 4.745 11.646 35.663 0.048 -0.105 -0.173
Si 8.479 13.266 35.181 -0.181 0.173 0.217
Si 11.227 0.182 0.055 0.222 0.443 0.288
Si 13.673 2.979 0.168 -0.034 0.309 -0.158
Si 12.11 4.802 35.516 -0.089 -0.076 0.559
Si 13.931 7.476 0.168 0.032 0.227 0.184
Si 10.685 10.961 35.602 -0.085 -0.417 0.471
Si 13.585 13.374 35.647 -0.403 -0.405 0.726
Si 1.04 1.058 1.413 -0.137 -0.311 0.033
Si 3.979 4.079 1.098 0.082 0.092 0.225
Si 1.622 6.898 1.339 0.002 -0.164 0.237
Si 4.078 9.754 1.333 0.164 0.048 -0.051
Si 1.21 12.307 1.272 0.113 -0.322 0.16
Si 4.104 15.039 1.383 0.075 -0.002 -0.041
Si 6.567 1.415 1.202 0.178 0.066 0.103
Si 9.672 3.934 1.37 -0.013 0.191 -0.269
Si 6.493 6.994 1.053 0.265 0.654 -0.293
Si 9.528 9.453 1.329 0.019 0.063 0.02
Si 6.798 12.312 1.077 0.144 0.119 -0.089
Si 9.439 15.197 0.78 -0.788 0.23 -0.168
Si 12.602 1.329 1.514 -0.09 -0.118 0.207
Si 15.013 4.184 1.59 0.349 0.324 -0.06
Si 12.405 6.528 1.581 -0.275 -0.562 -0.267
Si 14.835 9.193 1.482 0.18 -0.19 -0.043
Si 12.334 11.928 1.325 -0.04 0.288 -0.42
Si 14.8 14.774 1.435 -0.128 0.081 -0.507
Si 0.012 2.719 2.769 0.032 -0.088 -0.076
Si 2.562 16.186 2.772 -0.169 0.089 0.049
Si 0.104 8.107 2.757 -0.089 0.087 -0.028
Si 2.796 5.402 2.678 -0.152 -0.036 0
Si 16.299 13.556 2.753 0.147 -0.04 0.082
Si 2.577 10.908 2.718 -0.244 0.04 -0.113
Si 5.214 2.69 2.638 -0.091 -0.146 -0.09
Si 8.092 0.041 2.456 0.077 0.02 -0.365
Si 5.355 8.263 2.695 0.01 -0.029 0.152
Si 8.417 5.41 2.709 0.542 0.209 0.267
Si 5.559 13.666 2.643 -0.116 -0.021 0.059
Si 8.127 10.867 2.623 -0.086 0.111 -0.175
Si 11.048 2.641 2.762 0.185 0.086 0.136
Si 13.784 16.287 2.88 -0.157 0.139 -0.02
Si 10.906 8.021 2.702 0.02 0.193 -0.197
Si 13.713 5.394 3.084 0.039 -0.068 0.003
Si 11.108 13.348 2.84 0.155 -0.339 0.072
Si 13.616 10.687 2.819 0.067 -0.118 0.094
Si 1.425 4.061 4.109 0.067 -0.102 -0.089
Si 3.957 1.261 4.074 -0.026 0.18 -0.107
Si 1.335 9.529 4.174 0.096 0.031 -0.071
Si 4.074 6.819 4.082 0.001 0.148 -0.044
Si 1.288 14.865 4.198 -0.022 -0.099 -0.112
Si 4.084 12.281 4.008 0.029 0.011 -0.164
Si 6.755 4.084 3.935 -0.049 -0.001 -0.145
Si 9.525 1.294 3.982 -0.02 -0.118 -0.037
Si 6.81 9.531 4.071 0.068 -0.105 -0.068
Si 9.612 6.752 4.207 -0.178 0.008 0.027
Si 6.898 15.026 4 0.041 0.015 0.009
Si 9.537 12.136 4.127 0.054 0.058 -0.135
Si 12.288 3.995 4.292 0.006 -0.004 -0.211
Si 15.103 1.332 4.193 0.036 -0.101 -0.01
Si 12.212 9.408 4.161 -0.039 -0.09 0.005
Si 15.143 6.824 4.25 -0.082 -0.155 -0.115
Si 12.327 14.929 4.168 -0.025 -0.002 -0.145
Si 14.965 12.166 4.128 0.111 -0.029 -0.093
Si 0.002 16.383 10.965 -0.046 0.017 0.001
Si 2.75 2.709 10.953 -0.01 0.015 0.002
Si 0.028 5.444 10.96 0 -0.002 -0.003
Si 2.756 8.192 10.95 -0.045 -0.019 -0.003
Si 16.401 10.935 10.976 -0.037 0.018 -0.023
Si 2.747 13.664 10.979 -0.04 0.022 0.009
Si 5.472 16.391 10.956 -0.005 0.018 -0.003
Si 8.181 2.686 10.95 0.051 0.001 -0.001
Si 5.467 5.448 10.934 -0.034 0.019 -0.004
Si 8.185 8.176 10.943 -0.016 0.014 -0.004
Si 5.466 10.924 10.955 -0.005 -0.028 -0.001
Si 8.184 13.654 10.956 0.019 0 0.003
Si 10.902 16.356 10.958 0.033 -0.02 -0.017
Si 13.659 2.696 10.962 -0.031 -0.018 0.005
Si 10.923 5.425 10.958 -0.026 0.007 0.005
Si 13.665 8.187 10.974 -0.017 -0.005 -0.003
Si 10.905 10.919 10.958 0.014 -0.016 0.001
Si 13.66 13.649 10.983 0 -0.031 0.007
Si 1.367 1.365 12.325 0.019 0.013 -0.003
Si 4.101 4.102 12.306 0.028 0.024 -0.013
Si 1.401 6.822 12.309 -0.017 0.029 0.004
Si 4.103 9.568 12.329 0.007 0.004 -0.003
Si 1.366 12.311 12.343 -0.001 -0.023 0.02
Si 4.105 15.053 12.345 0.014 -0.001 -0.001
Si 6.824 1.342 12.35 -0.028 -0.016 0.032
Si 9.546 4.057 12.31 0.003 -0.012 0.004
Si 6.813 6.818 12.308 0.048 -0.002 -0.003
Si 9.543 9.547 12.316 0.038 0.019 -0.012
Si 6.822 12.293 12.331 -0.006 -0.03 -0.02
Si 9.531 15.017 12.35 -0.003 0.004 0.021
Si 12.279 1.324 12.311 -0.019 0 -0.014
Si 15.046 4.082 12.309 0.003 0.002 0.012
Si 12.293 6.808 12.321 0.013 0.007 0.009
Si 15.013 9.589 12.335 0.024 -0.033 0.008
Si 12.267 12.29 12.329 0.03 0.024 -0.004
Si 15.036 15.029 12.342 0.031 0.028 0.007
Si 0.029 2.758 13.699 -0.043 -0.024 0.019
Si 2.731 0.026 13.712 -0.066 0.011 0.021
Si 0.037 8.226 13.626 0.018 -0.049 -0.049
Si 2.768 5.475 13.698 0.016 -0.058 0.036
Si 0.011 13.688 13.727 -0.036 -0.011 0.051
Si 2.771 10.973 13.695 -0.02 -0.003 0.008
Si 5.463 2.758 13.677 -0.084 0.033 -0.012
Si 8.173 16.378 13.751 0.039 -0.017 0.026
Si 5.449 8.177 13.692 -0.016 0.043 0.019
Si 8.177 5.442 13.655 -0.029 0.011 -0.011
Si 5.492 13.699 13.701 -0.001 -0.016 0.019
Si 8.168 10.896 13.689 0.018 0.038 0.007
Si 10.907 2.681 13.672 0.083 -0.021 -0.004
Si 13.658 16.398 13.697 -0.035 0.018 0.015
Si 10.929 8.197 13.675 -0.04 0.017 0.05
Si 13.681 5.448 13.674 -0.013 0.009 0.013
Si 10.893 13.638 13.705 0.081 -0.072 -0.004
Si 13.631 10.954 13.719 -0.067 0.03 0.032
Si 1.391 4.151 15.082 0.039 0.015 0.065
Si 4.07 1.453 15.05 0.2 0 0.036
Si 1.4 9.578 14.999 -0.095 0.006 0.03
Si 4.117 6.824 15.111 -0.071 0.023 0.063
Si 1.407 15.046 15.113 0.064 0.074 -0.032
Si 4.131 12.367 15.075 -0.085 -0.091 -0.024
Si 6.801 4.128 15.058 0.125 -0.007 0.001
Si 9.524 1.38 15.096 0.035 -0.027 0.063
Si 6.805 9.531 15.064 0.038 -0.02 0.033
Si 9.555 6.8 14.992 0.045 -0.034 -0.032
Si 6.821 15.013 15.159 -0.077 0.017 0.081
Si 9.518 12.257 15.068 0.002 0.023 -0.061
Si 12.31 4.032 15.001 -0.148 -0.048 -0.053
Si 15.05 1.384 15.038 0.043 -0.002 -0.064
Si 12.253 9.581 15.091 0.04 -0.038 0.012
Si 15.074 6.877 14.97 0.049 0.038 -0.007
Si 12.254 15.035 15.043 0.041 0.004 0.04
Si 14.986 12.356 15.08 0.058 0.021 0.034
Si 0.011 0.039 16.416 -0.083 -0.007 0.01
Si 2.763 2.824 16.505 -0.054 0.104 0.016
Si 0.05 5.612 16.395 0.016 -0.056 0.068
Si 2.724 8.235 16.425 0.038 -0.018 0.019
Si 0.035 10.97 16.316 0.162 -0.096 0.035
Si 2.84 13.743 16.512 0.135 0.054 0.269
Si 5.433 0.11 16.409 -0.174 0.022 0.051
Si 8.161 2.804 16.438 -0.209 0.124 0.142
Si 5.503 5.473 16.519 -0.044 -0.082 0.048
Si 8.144 8.072 16.386 -0.017 0.152 0.053
Si 5.472 10.965 16.41 -0.044 -0.031 0.025
Si 8.199 13.566 16.522 0.099 -0.194 0.053
Si 10.888 16.377 16.43 0.106 0.025 -0.064
Si 13.702 2.745 16.409 0.07 -0.065 0.152
Si 10.928 5.408 16.302 0.083 0.015 0.085
Si 13.74 8.23 16.339 -0.027 -0.026 0.059
Si 10.791 10.868 16.49 -0.117 0.06 0.158
Si 13.59 13.723 16.482 -0.099 0.099 0.042
Si 1.34 1.433 17.782 0.064 0.026 0.128
Si 4.089 4.241 17.959 0.064 -0.172 0.021
Si 1.346 6.995 17.89 -0.086 0.09 0.093
Si 4.147 9.572 17.74 -0.208 -0.026 -0.064
Si 1.414 12.283 17.71 -0.175 -0.181 -0.22
Si 4.129 15.284 17.959 0.061 0.355 -0.213
Si 6.751 1.473 17.83 0.305 0.179 -0.186
Si 9.514 4.214 17.786 -0.114 0.042 -0.181
Si 6.854 6.816 17.938 0.034 -0.134 0.105
Si 9.429 9.341 17.854 -0.032 0.087 0.057
Si 6.963 12.004 17.914 -0.052 0.216 0.126
Si 9.533 15.025 17.848 -0.102 0.045 -0.064
Si 12.334 1.308 17.737 0.127 -0.114 -0.196
Si 15.082 4.242 17.697 -0.004 -0.025 -0.057
Si 12.422 6.712 17.547 0.066 -0.146 -0.144
Si 15.075 9.659 17.711 0.086 0.113 -0.103
Si 12.093 12.359 17.799 0.06 0.071 -0.171
Si 15.014 15.147 17.819 -0.083 0.103 0.164
Si 0.162 3.026 19.011 -0.187 -0.073 -0.296
Si 2.597 0.149 19.295 -0.401 0.117 -0.107
Si 0.027 8.517 19.29 -0.104 -0.349 0.127
Si 2.868 5.838 19.307 -0.022 0.14 0.107
Si 16.269 13.523 18.967 0.126 -0.111 0.054
Si 2.825 10.971 19.101 0.044 0.041 -0.09
Si 5.321 2.735 19.374 0.192 0.121 -0.165
Si 8.109 0.001 19.134 -0.2 0.199 -0.084
Si 5.653 8.457 19.174 -0.084 0.074 -0.007
Si 8.268 5.518 19.447 0.131 0.013 0.085
Si 6.333 13.21 19.823 0.188 -0.349 0.004
Si 7.573 9.998 19.296 -0.005 0.072 -0.072
Si 10.974 2.77 18.877 -0.157 -0.162 0.103
Si 13.586 0.038 19.323 0.005 -0.08 -0.123
Si 10.983 7.894 18.846 0.13 -0.115 0.04
Si 13.774 5.578 19.122 0.012 0.044 0.164
Si 10.812 13.703 19.344 -0.137 -0.188 0.111
Si 13.56 10.968 18.927 0.017 -0.087 0.288
Si 1.491 4.309 20.431 -0.013 0.444 -0.076
Si 4.102 1.156 20.751 0.524 -0.289 -0.168
Si 1.539 9.839 20.694 0.471 -0.278 -0.235
Si 3.891 7.633 20.74 0.265 -0.306 -0.239
Si 1.538 14.075 20.448 -0.469 0.28 -0.17
Si 4.144 12.511 20.331 0.294 0.078 0.342
Si 7.109 3.727 20.592 -0.015 0.012 0.183
Si 9.535 1.594 20.3 -0.115 -0.108 0.065
Si 7.898 10.476 21.664 0.154 0.804 -0.468
Si 10.27 6.464 20.604 0.121 0.062 0.01
Si 5.933 15.476 19.657 -0.04 -0.262 0.296
Si 8.295 12.744 21.129 -0.48 -0.778 0.233
Si 12.297 4.103 20.238 0.076 0.131 0.382
Si 14.296 1.742 20.866 -0.239 0.215 0.039
Si 12.402 9.28 19.996 -0.25 0.214 0.104
Si 14.732 7.366 20.523 -0.333 0.117 -0.097
Si 12.55 14.725 20.63 0.193 0.165 0.104
Si 14.712 12.416 20.33 -0.272 0.068 -0.148
Si 11.506 13.099 25.376 0.045 -0.018 0.121
Si 1.723 6.197 24.996 0.082 -0.109 0.257
Si 16.004 5.706 22.628 0.026 0.001 0.261
Si 0.579 11.761 25.394 -0.046 0.057 0.416
Si 15.908 15.02 28.044 0.012 0.023 -0.046
Si 0.592 11.627 22.153 -0.314 0.218 -0.005
Si 2.555 1.967 22.375 -0.164 0.106 0.333
Si 7.395 3.145 23.662 0.084 0.014 0.103
Si 4.349 6.357 23.645 -0.125 -0.076 0.388
Si 4.553 13.042 23.461 0.215 0.019 -0.05
Si 6.272 10.835 24.084 0.294 -0.027 0.004
Si 7.501 13.487 23.803 0.167 -0.002 0.05
Si 10.3 1.817 23.333 -0.117 0.016 0.116
Si 14.688 15.96 25.415 -0.076 0.024 0.225
Si 10.579 9.093 22.255 -0.132 0.075 -0.143
Si 11.7 10.107 24.88 -0.04 0.165 0.109
Si 10.023 9.555 27.183 -0.04 0.019 -0.026
Si 12.013 15.586 23.66 -0.05 -0.138 0.379
Si 3.413 3.773 24.734 -0.036 0.22 0.255
Si 14.361 0.908 27.958 -0.211 0.199 0.042
Si 12.343 5.108 29.056 0.015 -0.047 -0.118
Si 0.745 9.479 28.881 -0.024 -0.275 0.087
Si 3.067 0.332 26.875 -0.074 0.156 0.166
Si 5.434 1.967 25.748 0.14 -0.006 0.209
Si 12.325 10.39 29.132 -0.061 0.088 -0.058
Si 6.922 5.77 25.227 0.003 0 0.108
Si 7.339 0.198 27.449 -0.038 -0.002 -0.038
Si 5.853 9.926 26.881 0.076 -0.04 0.122
Si 8.904 14.325 26.444 0.064 -0.083 0.045
Si 16.098 1.184 23.338 0.03 0.202 0.211
Si 16.121 7.207 27.24 -0.087 -0.052 0.027
Si 13.836 11.466 26.487 -0.224 -0.039 0.056
Si 13.917 5.466 26.377 -0.067 0.116 0.022
Si 7.352 4.827 27.837 -0.022 -0.057 0.228
Si 12.027 3.64 25.043 0.004 0.174 0.219
Si 13.261 2.447 30.194 0.014 0.093 -0.237
Si 2.92 13.112 31.512 0.335 -0.059 -0.092
Si 4.22 7.811 32.65 -0.007 0.166 -0.197
Si 15.92 5.961 30.071 0.07 0.141 -0.057
Si 5.486 14.341 30.563 0.069 -0.167 0.002
Si 1.864 14.543 34.088 0.353 -0.275 0.276
Si 16.156 2.892 30.851 -0.163 0.154 -0.453
Si 5.573 0.856 31.469 0.047 0.044 -0.487
Si 2.716 14.123 25.6 0.145 0.086 0.283
Si 9.492 9.961 33.091 0.097 0.085 -0.087
Si 4.806 14.725 27.751 0.049 -0.052 0.188
Si 8.189 11.745 27.882 0.076 0.036 0.041
Si 7.649 7.579 27.34 0.034 0.066 -0.029
Si 14.887 3.616 24.513 0.024 -0.079 0.324
Si 12.199 6.878 33.513 0.049 0.105 0.1
Si 10.183 3.497 27.641 0.024 0.048 0.024
Si 9.053 1.456 29.649 -0.036 0.092 -0.133
Si 0.817 1.251 28.531 -0.009 0.161 -0.046
Si 6.82 3.335 30.445 0.034 -0.019 -0.052
Si 1.185 9.722 33.734 0.111 -0.273 -0.308
Si 1.294 7.777 31.531 0.067 -0.015 0.013
Si 3.682 0.743 33.787 -0.028 -0.123 -0.329
Si 1.102 12.434 29.009 0.08 -0.138 0.039
Si 6.471 5.636 32.689 -0.02 0.194 -0.141
Si 9.412 1.82 34.175 0.011 0.488 -0.123
Si 2.701 10.641 27.249 0.236 -0.14 0.144
Si 9.876 11.842 30.535 0.208 0.065 -0.15
Si 7.417 16.208 33.463 -0.206 -0.097 -0.342
Si 8.121 13.726 32.048 0.059 -0.241 -0.194
Si 13.127 7.593 30.508 0.158 0.103 -0.298
Si 11.036 0.862 31.806 0.028 -0.033 -0.324
Si 9.091 7.308 33.476 -0.145 -0.089 0.066
Si 16.049 3.477 33.937 -0.288 0.234 -0.106
Si 12.635 15.731 34.073 -0.264 -0.077 0.02
Si 4.065 10.664 32.741 0.165 0.01 -0.092
O 16.389 0.631 0.161 0.454 0.359 0.251
O 14.256 16.171 34.171 0.442 -0.107 0.009
O 5.862 15.929 30.564 0.252 0.134 0.047
O 2.396 1.526 0.582 0.034 0.351 0.159
O 15.644 5.073 34.02 -0.162 -0.059 -0.265
O 12.223 1.744 31.182 -0.097 -0.135 0.118
O 3.768 7.753 34.246 -0.266 0.041 0.61
O 1.613 9.172 35.201 -0.237 -0.048 0.16
O 0.198 10.995 33.87 -0.139 0.203 -0.058
O 2.53 10.255 33.032 -0.071 -0.025 -0.006
O 10.07 14.191 1.906 0.106 -0.115 0.294
O 0.248 14.805 34.332 0.116 -0.246 -0.102
O 6.593 3.981 28.974 -0.22 0.094 -0.06
O 6.327 15.458 34.438 -0.225 0.352 0.191
O 8.351 3.033 34.381 0.019 0.067 -0.152
O 5.819 5.037 34.053 -0.189 -0.142 0.554
O 5.384 6.767 32.205 0.032 -0.179 0.315
O 8.045 6.628 1.576 -0.575 -0.191 0.47
O 8.186 10.054 34.124 0.075 -0.058 0.127
O 4.852 11.267 34.03 0.236 0.195 0.091
O 2.391 12.064 28.042 0.049 -0.033 -0.327
O 6.705 13.459 31.229 0.029 -0.037 0.133
O 8.078 13.074 33.56 0.082 -0.115 0.174
O 10.15 1.861 32.743 0.063 0.295 0.253
O 10.568 1.699 35.308 -0.003 0.09 -0.067
O 12.69 14.102 34.431 0.098 -0.138 0.175
O 8.699 4.071 27.285 0.042 0.132 0.078
O 14.71 2.694 34.509 -0.098 -0.27 0.062
O 12.623 5.359 34.021 0.286 0.077 -0.147
O 10.471 4.547 35.667 -0.18 -0.525 0.354
O 0.781 6.241 0.059 0.025 0.068 0.29
O 12.988 7.928 34.516 -0.035 0.234 0.113
O 9.85 12.361 35.349 -0.186 0.088 -0.247
O 10.8 10.2 34.101 0.053 -0.048 -0.177
O 15.314 10.16 0.241 -0.059 0.389 0.115
O 14.825 12.577 34.904 0.268 -0.186 -0.252
O 2.308 3.306 21.444 0.09 0.082 0.038
O 0.687 6.157 23.745 -0.134 -0.039 -0.075
O 1.541 15.725 20.38 0.303 0.031 -0.294
O 2.954 2.449 23.902 -0.099 -0.154 -0.189
O 15.431 11.633 21.592 0.45 -0.351 0
O 13.701 13.563 21.004 -0.276 0.251 -0.272
O 4.46 6.956 22.141 -0.057 -0.029 -0.265
O 2.743 8.737 21.226 -0.369 -0.267 0.027
O 1.223 13.141 21.784 -0.022 -0.195 0.193
O 15.465 14.914 26.447 0.022 0.036 -0.226
O 4.169 12.512 21.984 -0.175 -0.269 0.112
O 3.112 13.791 20.026 0.081 0.122 -0.211
O 4.119 4.739 23.611 -0.149 -0.147 -0.3
O 8.385 2.708 20.561 -0.104 0.178 -0.156
O 8.721 2.168 23.69 -0.073 -0.233 0.078
O 10.316 1.418 21.749 0.318 0.098 -0.213
O 4.861 11.641 24.261 -0.171 -0.171 -0.014
O 6.508 10.2 22.578 -0.148 -0.218 -0.172
O 10.279 7.5 21.928 -0.246 0.038 -0.021
O 9.126 9.792 22.513 0.172 -0.289 0.468
O 9.706 12.833 20.283 0.276 -0.025 -0.57
O 5.265 16.318 20.983 -0.057 0.064 -0.382
O 8.392 13.726 22.454 -0.199 0.503 0.03
O 8.227 14.318 24.965 -0.147 0.185 -0.16
O 11.265 5.177 21.073 0.03 0.059 -0.592
O 13.152 2.95 21.146 0.274 -0.119 -0.256
O 14.813 1.15 22.317 -0.207 -0.067 -0.042
O 15.903 16.375 24.406 -0.034 0.12 -0.188
O 11.237 9.911 20.999 0.158 0.111 0.013
O 10.742 9.148 25.793 0.257 -0.129 0.084
O 15.198 6.999 22.067 0.172 -0.031 0.116
O 13.467 8.393 20.912 0.395 -0.259 -0.544
O 12.165 15.505 22.04 -0.113 0.019 -0.284
O 11.046 0.492 24.03 -0.14 0.137 0.182
O 2.235 15.655 25.946 -0.228 -0.214 -0.005
O 15.645 2.388 20.235 -0.071 -0.012 0.308
O 1.14 1.123 22.588 0.179 -0.119 -0.324
O 13.449 15.54 24.449 0.043 0.115 -0.062
O 2.194 4.663 25.403 0.071 -0.07 -0.179
O 16.356 6.211 28.514 0.001 0.013 0.063
O 14.662 6.937 26.49 0.076 -0.113 0.141
O 0.346 5.092 21.326 0.018 0.054 -0.238
O 15.462 11.648 26.134 0.273 -0.123 0.1
O 0.465 11.492 23.789 -0.034 -0.014 -0.243
O 14.597 15.831 28.69 0.167 -0.187 0.191
O 3.753 15.929 28.14 -0.027 -0.002 0.027
O 1.358 13.198 25.691 -0.057 0 0.146
O 4.051 14.268 31.331 -0.194 0.176 0.272
O 4.455 3.294 25.911 -0.198 0.147 -0.16
O 4.308 0.785 25.899 -0.145 -0.186 -0.194
O 6.81 3.666 22.226 -0.008 0.219 -0.415
O 7.699 4.584 24.415 -0.016 0.149 -0.218
O 5.781 6.569 24.388 0.17 0.288 0.035
O 3.094 6.995 24.518 -0.067 0.181 -0.309
O 5.946 13.927 23.504 -0.037 0.089 0.128
O 7.656 6.336 28.405 0.128 0.008 0.028
O 6.317 9.779 25.309 0.06 -0.106 -0.277
O 2.246 9.42 28.232 -0.089 0.032 0.013
O 8.716 15.902 26.855 -0.013 -0.146 0.176
O 7.508 11.909 24.254 0.047 -0.048 -0.068
O 6.201 2.222 24.324 0.055 -0.044 -0.296
O 11.082 3.213 23.769 0.173 0.161 -0.147
O 16.065 2.541 24.272 0.101 0.101 -0.028
O 14.914 4.669 23.263 0.004 0.179 -0.312
O 11.66 9.343 23.453 -0.021 -0.282 -0.145
O 11.18 9.602 28.306 0.06 -0.285 -0.117
O 16.11 8.734 27.847 0.001 0.004 -0.156
O 13.209 10.269 25.526 0.195 -0.233 0.069
O 8.124 13.326 27.49 -0.283 0.021 -0.164
O 10.453 13.776 26.452 -0.038 -0.115 -0.084
O 11.41 14.137 24.124 -0.032 -0.049 -0.119
O 11.074 11.63 24.785 0.031 -0.046 -0.269
O 13.983 0.682 26.391 0.206 -0.057 0.048
O 0.981 6.966 26.225 0.112 0.108 -0.003
O 15.813 4.349 30.199 -0.19 -0.031 0.218
O 0.899 2.047 29.986 0.091 0.037 0.092
O 0.658 6.327 31.182 0.248 -0.132 0.068
O 14.63 6.934 30.375 -0.211 -0.119 0.209
O 1.648 10.638 25.978 -0.205 0.016 -0.171
O 0.75 16.001 28.537 0.258 -0.302 0.074
O 6.205 15.436 27.299 0.172 0.106 -0.069
O 15.783 1.749 27.916 0.138 0.007 0.01
O 8.317 2.656 30.512 0 -0.06 -0.002
O 2.114 1.516 27.528 0.127 0.045 -0.013
O 6.333 5.027 26.574 -0.178 0.138 0.076
O 7.893 6.959 25.822 -0.135 -0.059 -0.125
O 8.743 11.529 29.402 -0.247 -0.024 0.241
O 8.929 8.493 27.688 0.067 -0.059 0.057
O 6.712 11.079 27.674 -0.06 0.199 -0.092
O 13.43 11.082 28.081 -0.096 0.252 0.161
O 4.043 13.837 26.591 -0.281 -0.06 0.02
O 4.275 10.351 26.943 -0.125 -0.132 0.149
O 6.679 1.558 26.769 -0.232 -0.122 0.095
O 7.836 0.624 28.944 0.076 -0.119 0.303
O 12.596 5.202 25.374 -0.082 0.061 -0.086
O 13.041 9.195 30.056 0.217 0.016 -0.065
O 10.879 4.661 28.536 -0.181 0.203 0.119
O 15.129 4.465 25.896 -0.058 -0.369 -0.158
O 12.624 7.385 32.035 -0.006 -0.105 0.291
O 9.286 10.992 26.939 0.196 0.155 -0.075
O 2.893 7.543 31.723 0.154 -0.256 -0.101
O 3.87 11.768 31.564 -0.143 0.094 -0.248
O 9.446 13.333 31.136 0 0.116 0.003
O 11.437 11.54 30.002 0.064 0.001 0.274
O 12.982 12.851 26.103 0.027 0.028 -0.168
O 13.438 2.865 24.706 0.052 -0.072 -0.181
O 13.197 1.787 28.684 -0.031 -0.016 0.106
O 9.997 0.481 30.579 0.028 0.082 -0.067
O 4.158 0.696 32.215 -0.152 -0.186 0.355
O 0.96 3.337 34.924 0.099 -0.107 0.181
O 0.613 8.466 32.854 -0.324 -0.048 0.174
O 12.172 6.639 29.581 -0.166 0.142 0.074
O 0.117 3.041 32.43 0.013 -0.031 0.384
O 0.876 8.743 30.301 -0.278 -0.084 0.048
O 16.39 13.528 28.499 -0.046 -0.088 0.06
O 2.452 16.05 33.844 0.253 0.349 -0.329
O 0.27 11.023 29.162 -0.319 0.063 -0.171
O 1.778 13.005 30.364 0.074 -0.089 0.238
O 6.622 4.478 31.57 0.043 -0.072 0.06
O 3.246 2.321 33.982 -0.015 -0.065 0.142
O 10.02 2.122 28.502 -0.072 -0.027 0.116
O 6.713 1.021 32.633 0.292 0.05 0.344
O 4.821 9.3 32.263 -0.036 0.051 -0.101
O 3.34 13.909 24.104 -0.161 0.119 -0.063
O 7.975 6.244 32.915 0.075 -0.052 0.367
O 9.584 10.94 31.835 -0.254 -0.132 0.172
O 5.207 13.808 29.039 -0.003 0.125 0.098
O 2.094 13.487 32.857 -0.271 0.193 -0.021
O 9.376 8.491 32.356 0.258 0.137 -0.063
O 6.255 8.452 27.49 -0.287 0.051 -0.119
O 5.648 2.205 30.571 -0.243 0.031 -0.086
O 8.579 0.423 34.405 -0.075 -0.105 0.403
O 13.455 5.06 27.872 0.077 -0.192 0.042
O 11.78 16.056 32.66 0.34 -0.099 0.215
O 6.719 8.183 35.548 0.166 -0.093 0.203
O 10.585 6.698 33.711 0.141 -0.077 0.207
O 12.89 4.041 30.172 0.078 -0.087 0.202
O 14.738 2.09 30.769 0.058 -0.159 0.046
O 11.132 3.186 26.346 -0.182 -0.309 -0.109
O 8.184 15.319 32.341 0.228 0.187 -0.001
Si 0.012 16.326 5.546 0.051 0.118 0.014
Si 2.716 2.671 5.503 0.065 -0.019 -0.016
Si 0.074 5.401 5.546 -0.08 0.042 -0.011
Si 2.734 8.169 5.505 -0.077 -0.072 -0.06
Si 16.367 10.882 5.53 0.004 -0.018 0.007
Si 2.752 13.575 5.494 -0.074 -0.039 0.004
Si 5.461 16.351 5.39 -0.011 -0.058 -0.09
Si 8.148 2.703 5.361 0.146 -0.019 -0.153
Si 5.463 5.438 5.427 0.032 0.032 -0.167
Si 8.183 8.155 5.467 0.041 0.076 -0.04
Si 5.442 10.916 5.425 -0.06 -0.049 -0.062
Si 8.213 13.628 5.426 0.002 0.037 -0.101
Si 10.886 16.333 5.439 -0.079 -0.002 -0.124
Si 13.694 2.636 5.578 -0.108 -0.052 0.022
Si 10.94 5.41 5.597 0.05 -0.085 0.007
Si 13.672 8.145 5.546 0.024 0.057 -0.004
Si 10.881 10.811 5.531 -0.034 -0.144 -0.031
Si 13.669 13.573 5.532 0.014 -0.003 0.01
Si 1.372 1.311 6.892 -0.018 -0.014 -0.003
Si 4.11 4.065 6.819 -0.036 -0.051 -0.006
Si 1.394 6.805 6.899 0.052 -0.047 0
Si 4.106 9.554 6.842 0.034 -0.017 -0.029
Si 1.364 12.246 6.874 0.057 -0.03 -0.012
Si 4.114 14.997 6.816 -0.026 0.011 -0.027
Si 6.81 1.33 6.777 -0.042 0.043 -0.061
Si 9.509 4.021 6.839 -0.028 0.067 -0.017
Si 6.819 6.786 6.823 0.019 0.023 0.028
Si 9.516 9.485 6.898 0.044 0.041 0.011
Si 6.815 12.285 6.8 0.004 -0.004 -0.018
Si 9.549 14.977 6.831 0.008 0.014 0.018
Si 12.258 1.273 6.86 0.104 0.03 -0.015
Si 15.062 4.049 6.9 0.048 -0.019 -0.067
Si 12.321 6.78 6.927 0.021 -0.036 -0.035
Si 15.014 9.532 6.91 -0.068 0.037 0.004
Si 12.262 12.221 6.863 0.017 0.008 0.017
Si 15.025 14.971 6.894 0.002 -0.046 -0.03
Si 0.013 2.681 8.258 -0.031 -0.019 -0.003
Si 2.76 16.353 8.221 0.012 0.061 0.001
Si 0.007 8.172 8.253 -0.052 -0.034 -0.023
Si 2.765 5.426 8.227 -0.014 0.061 -0.006
Si 0.013 13.628 8.249 -0.004 0.039 -0.016
Si 2.74 10.9 8.236 -0.077 -0.006 0.016
Si 5.469 2.693 8.185 0.032 0.048 -0.011
Si 8.176 16.367 8.173 0.033 -0.012 -0.012
Si 5.473 8.176 8.195 -0.026 -0.001 -0.013
Si 8.174 5.417 8.207 0.01 -0.037 0.016
Si 5.466 13.643 8.202 -0.009 -0.024 -0.003
Si 8.166 10.918 8.206 0.018 -0.027 -0.001
Si 10.901 2.673 8.213 -0.008 -0.036 -0.02
Si 13.64 16.339 8.242 -0.079 -0.043 0.001
Si 10.919 8.148 8.255 -0.017 0.023 0.017
Si 13.693 5.416 8.269 -0.037 0.029 0.005
Si 10.912 13.622 8.216 0.018 -0.01 -0.003
Si 13.644 10.903 8.261 0.027 -0.023 -0.008
Si 1.386 4.069 9.592 -0.015 -0.02 -0.002
Si 4.112 1.342 9.576 -0.014 -0.024 -0.003
Si 1.365 9.554 9.612 0.021 -0.034 0.01
Si 4.113 6.822 9.575 0.031 -0.012 0.002
Si 1.38 15.013 9.602 0.002 -0.017 0.009
Si 4.099 12.291 9.591 -0.004 -0.023 -0.01
Si 6.817 4.054 9.577 -0.009 0.02 0.006
Si 9.535 1.311 9.577 0.008 0.02 0.002
Si 6.818 9.549 9.58 0.029 0.023 -0.009
Si 9.542 6.778 9.594 0.045 -0.016 -0.01
Si 6.823 15.016 9.574 -0.021 0.004 0
Si 9.536 12.275 9.585 0.01 0.017 -0.014
Si 12.282 4.047 9.587 0.033 0.024 -0.002
Si 15.017 1.321 9.596 0.016 0.03 -0.002
Si 12.275 9.535 9.615 -0.003 0.005 0
Si 15.045 6.81 9.622 0.023 0.01 0.011
Si 12.273 14.98 9.604 0.041 0.008 0.008
Si 15.024 12.284 9.61 -0.004 0.005 -0.003

Results
total energy: -115444.203 eV
total energy less fixed offsets of O -438.35, Si -107.03 eV per atom: 22.137 eV
